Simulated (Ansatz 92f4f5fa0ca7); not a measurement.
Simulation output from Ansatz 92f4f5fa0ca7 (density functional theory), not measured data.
Periodic cell of 258 atoms, Si166O92, from a study of silicon, its oxide and their interface. The atomic structure is a simulated model.
Doubt: the cutoff is far below the 930 eV that the study's wrapper takes by default for these files, so forces and energies are approximate.
This geometry differs little from another in the collection (a relaxation step or a small displacement).

Settings
functional: PBE
potential files: Ansatz PAW
basis: plane waves
wave-function cutoff: 580 eV
density cutoff ratio: 5
exchange-correlation grid ratio: 1
k mesh: 1 x 1 x 1, Gamma-centred
self-consistency stop: 5e-08 eV per atom in the density residual
occupations: fixed
spin: none
net charge: 0

Cell vectors (angstrom)
a  10.938  0  0
b  0  10.938  0
c  0  0  37.6969

Atoms: element, x, y, z (angstrom)
Si  0  0  0.683
Si  5.469  0  0.683
Si  2.7345  2.7345  0.683
Si  8.2035  2.7345  0.683
Si  0  5.469  0.683
Si  5.469  5.469  0.683
Si  2.7345  8.2035  0.683
Si  8.2035  8.2035  0.683
Si  1.3673  1.3673  2.0503
Si  6.8362  1.3673  2.0503
Si  4.1018  4.1018  2.0503
Si  9.5708  4.1018  2.0503
Si  1.3673  6.8362  2.0503
Si  6.8362  6.8362  2.0503
Si  4.1018  9.5708  2.0503
Si  9.5708  9.5708  2.0503
Si  2.7345  0  35.6454
Si  8.2035  0  35.6454
Si  0  2.7345  35.6454
Si  5.469  2.7345  35.6454
Si  2.7345  5.469  35.6454
Si  8.2035  5.469  35.6454
Si  0  8.2035  35.6454
Si  5.469  8.2035  35.6454
Si  4.1018  1.3673  37.0126
Si  9.5708  1.3673  37.0126
Si  1.3673  4.1018  37.0126
Si  6.8362  4.1018  37.0126
Si  4.1018  6.8362  37.0126
Si  9.5708  6.8362  37.0126
Si  1.3673  9.5708  37.0126
Si  6.8362  9.5708  37.0126
Si  -0.0005  0.6397  27.0438
Si  5.1746  0.3336  27.4962
Si  2.8924  2.5516  27.5783
Si  8.4528  2.6845  27.4334
Si  -0.4232  5.7945  27.5299
Si  5.184  5.7519  27.5029
Si  2.948  7.9945  27.5664
Si  8.1733  7.9758  27.3788
Si  1.3123  1.4297  28.8525
Si  6.8621  1.4392  28.7252
Si  4.0516  4.1521  28.8087
Si  9.5114  4.185  28.9052
Si  1.2932  6.8525  28.7858
Si  6.7346  6.8664  28.8585
Si  4.0933  9.6195  28.8226
Si  9.3847  9.4626  28.7529
Si  2.6418  -0.027  30.1811
Si  8.1487  0.0243  30.1286
Si  -0.0214  2.8095  30.2232
Si  5.4834  2.7933  30.1373
Si  2.6489  5.4704  30.1739
Si  8.0834  5.4899  30.2327
Si  -0.065  8.2308  30.1594
Si  5.452  8.2795  30.2169
Si  4.0766  1.3803  31.4767
Si  9.5292  1.3897  31.5118
Si  1.3521  4.1172  31.5962
Si  6.7697  4.1211  31.5975
Si  4.0476  6.8671  31.5111
Si  9.5284  6.844  31.5374
Si  1.2997  9.5691  31.5618
Si  6.8331  9.6057  31.5678
Si  -0.0391  0.0264  32.9039
Si  5.4398  0.0288  32.8966
Si  2.7372  2.732  32.9031
Si  8.1759  2.743  32.9097
Si  -0.0322  5.4883  32.9219
Si  5.4093  5.5037  32.9163
Si  2.6971  8.2135  32.9066
Si  8.1926  8.2224  32.9155
Si  1.3634  1.3662  34.2691
Si  6.8257  1.369  34.2781
Si  4.0911  4.1014  34.2821
Si  9.5582  4.0964  34.2787
Si  1.3592  6.838  34.2834
Si  6.8258  6.84  34.2722
Si  4.0895  9.5706  34.2668
Si  9.5671  9.5758  34.2815
Si  2.7462  0.0148  3.4178
Si  8.2089  0.0109  3.4111
Si  0.0223  2.7515  3.4329
Si  5.4861  2.7394  3.4141
Si  2.7486  5.4618  3.4069
Si  8.2284  5.4844  3.4169
Si  0.011  8.2086  3.4111
Si  5.4738  8.1908  3.4063
Si  4.145  1.3596  4.7909
Si  9.604  1.3545  4.7735
Si  1.4239  4.1086  4.8171
Si  6.8647  4.1127  4.7594
Si  4.1302  6.7991  4.7656
Si  9.6389  6.8084  4.7986
Si  1.3639  9.5912  4.7604
Si  6.8446  9.5558  4.7542
Si  0.0294  0.009  6.1772
Si  5.4537  -0.0774  6.1593
Si  2.82  2.7379  6.1736
Si  8.2371  2.7423  6.0895
Si  0.0959  5.4816  6.2355
Si  5.5199  5.4593  6.1565
Si  2.7225  8.1746  6.048
Si  8.2728  8.23  6.0796
Si  1.4508  1.3541  7.52
Si  6.8915  1.334  7.398
Si  4.1739  4.1221  7.5815
Si  9.6522  4.0224  7.4919
Si  1.47  6.9499  7.6015
Si  6.9244  6.883  7.4068
Si  4.0073  9.4532  7.4823
Si  9.6019  9.5546  7.5278
Si  2.595  -0.1791  8.921
Si  8.299  0.0655  8.8425
Si  0.143  2.7273  8.9131
Si  5.447  2.5194  8.824
Si  2.9094  5.6066  8.9525
Si  8.3842  5.5774  8.7148
Si  0.0501  8.306  9.0132
Si  5.5112  8.179  8.778
Si  4.2277  0.9477  10.0923
Si  10.0378  1.0208  10.2024
Si  1.2923  4.4363  10.155
Si  7.1538  4.496  10.2996
Si  4.6674  6.5629  10.3444
Si  9.9078  6.6233  10.191
Si  0.8419  10.0388  10.4876
Si  6.5989  9.8455  9.981
O  9.676  1.7231  26.75
O  10.2554  10.1736  27.5271
O  0.251  -2.0161  24.5329
O  11.006  4.9679  26.1988
O  0.1099  5.4954  10.6564
O  5.4381  -0.0738  10.6117
O  1.2485  -1.4213  12.0506
O  5.7972  5.3746  10.6627
O  6.5673  3.0056  9.9685
O  9.1945  7.194  11.5719
O  2.4654  8.2141  14.2541
O  9.3792  1.7176  11.5675
O  7.2429  8.99  11.2013
O  2.1932  3.9252  11.4413
O  4.3833  7.1468  11.8795
O  3.384  1.4942  11.3967
O  7.6115  3.5943  26.3088
O  2.203  5.0467  24.7025
O  1.9948  3.0458  26.2909
O  5.3423  3.8953  24.8889
O  4.0087  12.371  27.058
O  4.0623  6.891  26.9679
O  0.9651  11.1198  25.7477
O  9.3651  6.8685  26.9726
Si  7.567  9.3349  19.5128
Si  -3.5237  1.2061  20.0475
Si  0.35  -8.1961  14.1017
Si  -0.455  -1.1063  20.8342
Si  1.1103  4.0403  25.3663
Si  11.2184  1.8753  21.128
Si  1.5494  9.6848  25.1555
Si  7.9571  -2.9294  12.2531
Si  -1.5945  8.932  14.7285
Si  8.7407  4.5288  17.2267
Si  6.5189  9.6432  25.0988
Si  6.3169  5.5259  21.4532
Si  12.2366  -1.7018  13.6821
Si  2.2262  5.9933  23.3813
Si  10.6966  -3.035  23.3696
Si  3.3426  7.3296  18.1892
Si  8.9393  7.6757  17.3124
Si  5.3387  3.1927  23.4173
Si  4.994  -2.8389  20.7307
Si  5.3042  6.9408  13.2448
Si  7.5264  0.9989  23.2393
Si  3.9118  -2.2409  23.4725
Si  2.3053  -0.0998  15.9194
Si  6.2986  3.7518  18.9828
Si  3.756  8.4452  15.2766
Si  13.2526  3.0932  16.226
Si  9.4236  11.8775  15.831
Si  -1.1325  3.1181  23.3957
Si  8.3061  5.9712  23.6012
Si  2.8454  2.7139  12.3154
Si  7.5674  3.035  15.048
Si  10.0524  2.1968  18.5032
Si  8.9862  3.0882  12.3811
Si  15.6113  4.0247  14.4452
Si  3.4149  4.189  18.7277
Si  0.799  9.0754  18.1437
Si  6.476  4.6928  25.7751
Si  13.765  3.4386  21.7461
O  5.0479  8.1399  14.3321
O  6.0055  4.2165  22.3496
O  7.7593  -2.5216  18.1736
O  6.5233  8.6219  20.5336
O  14.4377  3.9752  15.5575
O  5.0747  6.5726  21.3268
O  10.3376  1.5256  14.6177
O  8.793  1.8061  19.4462
O  8.8061  1.8726  23.7866
O  -0.1955  0.3575  21.5127
O  8.2841  4.2531  11.4797
O  8.7242  7.7787  15.6995
O  3.2928  16.7349  18.6884
O  12.4825  -0.2945  14.4805
O  11.7131  -4.2741  23.1482
O  8.4414  9.0403  13.3992
O  7.2235  5.8208  24.8273
O  3.823  -3.4465  16.6206
O  15.1397  8.9832  21.8717
O  2.5816  1.478  16.163
O  2.1829  8.7568  26.3333
O  2.7641  -1.1768  24.0225
O  -3.5285  3.8283  17.8264
O  5.332  8.8258  24.2993
O  1.721  2.2521  21.7587
O  10.6731  8.692  21.9582
O  4.2668  8.1579  19.2649
O  4.8967  3.8201  18.1767
O  9.0992  4.5615  23.5363
O  1.8185  -3.0985  18.2832
O  8.9977  9.5818  20.2366
O  2.2561  3.5315  17.7892
O  7.6086  0.7978  21.6185
O  5.9854  3.3616  15.1334
O  -0.5845  3.6583  13.112
O  6.8898  -3.9958  12.8637
O  10.1708  12.0748  17.2706
O  3.3788  3.5755  20.2277
O  1.3932  -0.7481  17.113
O  7.4661  -2.2898  26.022
O  4.96  5.5511  14.0022
O  1.6409  2.1777  13.2726
O  3.355  7.152  23.598
O  10.8484  -2.3607  14.2229
O  7.961  1.6749  15.8813
O  6.1455  1.7973  23.5397
O  4.1555  3.2074  13.1359
O  6.633  5.0264  19.9428
O  -2.4069  4.264  15.6117
O  11.5539  -1.1997  19.6145
O  8.9363  6.0813  17.6404
O  7.4414  -0.4455  24.0229
O  -0.5954  8.4152  17.649
O  22.2615  2.0825  19.5107
O  3.8554  2.8735  22.8725
O  3.7189  -0.9354  15.8111
O  0.9309  3.4969  15.4351
O  -0.7639  2.9293  21.8163
O  0.2293  3.1459  24.3112
O  6.9759  -0.1116  19.1798
O  -0.9506  3.7048  17.8843
O  9.2673  18.2039  23.817
O  5.7863  -0.2314  26.0862
O  7.8712  2.7132  13.4895
O  2.4193  -5.9576  22.1173
O  9.2436  10.3028  15.5791
O  18.5249  6.257  22.1583
O  -4.6391  2.3714  19.8578

Results
free energy: -157852.118 eV
free energy less fixed offsets of O -568.88, Si -635.61 eV per atom: -3.898 eV

Forces (eV/angstrom), in the order of the atoms: element, x, y, z
Si  -0.0046  -0.0105  0.0228
Si  0.0145  -0.026  -0.0027
Si  0.0042  -0.0284  -0.0228
Si  -0.0007  -0.0182  -0.0104
Si  -0.002  -0.0335  -0.0034
Si  0.0437  -0.0582  0.0042
Si  -0.0046  -0.0154  -0.0075
Si  -0.0235  0.0015  -0.0252
Si  0.059  0.1222  0.0165
Si  0.0593  0.0503  -0.099
Si  0.0521  -0.108  -0.094
Si  0.085  -0.022  0.0369
Si  0.0845  0.0029  -0.0271
Si  0.1198  -0.008  -0.0767
Si  0.0145  -0.0035  0.0157
Si  -0.0654  -0.0535  -0.0299
Si  -0.051  -0.0222  -0.0403
Si  -0.0859  0.0093  0.0118
Si  0.0118  0.0141  -0.0376
Si  0.004  0.0542  0.0281
Si  -0.1026  -0.0284  0.041
Si  -0.0917  0.0005  -0.0381
Si  -0.0125  0.0637  0.0458
Si  -0.0461  0.0727  -0.0516
Si  -0.0214  0.0286  -0.0062
Si  -0.0091  0.019  -0.0058
Si  0.0063  0.0347  0.0095
Si  -0.0088  0.0285  0.0011
Si  0.0041  0.0319  -0.0044
Si  -0.0141  0.0312  -0.0057
Si  0.0035  0.0047  0.0088
Si  -0.002  0.0213  -0.0011
Si  -0.086  -0.0274  -0.038
Si  -0.0574  0.0886  -0.0504
Si  -0.0384  -0.2253  -0.0488
Si  0.0866  0.0308  -0.0605
Si  -0.0904  -0.0176  -0.0914
Si  0.1659  -0.1389  0.0307
Si  0.074  -0.051  -0.1736
Si  0.1273  0.0197  0.0526
Si  0.04  -0.0059  0.0501
Si  -0.0053  -0.0034  0.0601
Si  0.1659  0.1745  -0.0132
Si  -0.0527  -0.0903  0.0492
Si  0.0316  0.0434  0.0805
Si  -0.1754  -0.1115  -0.0958
Si  -0.0262  0.0033  0.1132
Si  -0.0283  0.0833  -0.0528
Si  0.0088  0.0449  -0.0941
Si  0.0257  -0.0502  -0.0355
Si  -0.0248  -0.0281  -0.0913
Si  -0.0515  -0.0556  0.0055
Si  -0.0702  -0.0262  0.0137
Si  0.1069  -0.0225  -0.0045
Si  -0.0161  -0.0423  0.0044
Si  -0.008  0.0759  -0.0053
Si  0.0086  0.0012  0.0177
Si  0.01  -0.0068  0.0295
Si  0.0088  0.0508  0.0236
Si  -0.004  -0.0421  -0.002
Si  0.0159  -0.0284  0.0419
Si  -0.008  -0.0063  0.0134
Si  0.0011  -0.0273  0.0048
Si  -0.0203  0.0505  0.0066
Si  -0.0279  0.0179  0.0134
Si  -0.0101  -0.0022  0.0136
Si  0.0322  -0.0064  0.0106
Si  0.0008  -0.0131  0.0151
Si  -0.0044  -0.0034  0.0229
Si  -0.0167  0.0229  0.0133
Si  -0.0117  0.0113  0.0145
Si  0.0154  -0.0172  0.0244
Si  0.0063  0.0029  0.0099
Si  -0.0124  -0.007  -0.0057
Si  -0.0082  -0.0155  0.008
Si  0.0058  0.0064  0.0013
Si  -0.0089  -0.0171  -0.0015
Si  0.0046  0.0101  0.007
Si  0.0191  0.0117  -0.0015
Si  -0.0004  0.0025  0.0017
Si  0.0104  0.028  -0.0076
Si  -0.006  -0.0282  -0.0036
Si  0.0361  0.0033  0.0005
Si  -0.0009  -0.0025  -0.0066
Si  -0.0223  0.0053  0.0024
Si  0.0169  0.0175  -0.0175
Si  -0.0235  -0.0187  -0.0051
Si  -0.009  0.0117  -0.0085
Si  0.0175  -0.046  0.0021
Si  -0.009  0.0016  0.0005
Si  -0.0262  -0.0204  0.0147
Si  -0.0274  0.0049  -0.0022
Si  0.0232  -0.0102  -0.0125
Si  0.0475  -0.0034  0.0028
Si  -0.0004  0.0103  0.0009
Si  -0.0088  0.0293  0.0013
Si  0.0059  -0.0017  -0.063
Si  0.031  0.002  -0.0291
Si  -0.0391  0.0115  0.0105
Si  0.0242  -0.0134  -0.0278
Si  0.0008  0.0197  -0.0275
Si  -0.0105  0.0022  -0.0723
Si  -0.0455  -0.017  -0.0142
Si  0.0531  0.0552  -0.0378
Si  0.0617  0.0523  -0.0243
Si  -0.0868  -0.1081  0.0862
Si  0.009  -0.0368  0.0582
Si  0.0146  0.0561  0.0985
Si  -0.0631  -0.0553  0.0072
Si  -0.0048  -0.0311  0.1262
Si  0.0422  0.0979  0.1181
Si  -0.0461  -0.082  -0.0279
Si  -0.0534  -0.1427  0.005
Si  -0.0271  0.1344  0.0159
Si  -0.0812  -0.0277  -0.0142
Si  -0.0104  -0.0665  -0.0259
Si  -0.0333  -0.0055  -0.0028
Si  0.0213  0.0318  -0.1435
Si  0.1801  0.2188  -0.0629
Si  -0.0895  -0.0808  0.022
Si  0.1146  -0.0706  -0.0604
Si  -0.0315  -0.0244  0.0538
Si  -0.0015  0.0636  0.0005
Si  -0.1822  -0.0858  0.229
Si  0.1408  -0.0017  -0.0758
Si  -0.0308  -0.2366  0.1378
Si  0.0061  0.008  -0.0703
Si  -0.097  0.0964  0.0889
O  0.0601  0.0169  0.0595
O  0.0621  0.0437  0.0122
O  -0.0072  -0.0092  0.0318
O  0.009  0.0195  0.0553
O  -0.0131  0.0743  -0.0331
O  0.0645  -0.0471  -0.0327
O  0.0201  -0.0218  0.0607
O  0.1115  0.0552  -0.1207
O  0.0593  0.1191  -0.0374
O  -0.0013  0.0283  -0.0427
O  0.0202  -0.0027  0.0063
O  -0.0076  0.0626  -0.0155
O  -0.0169  -0.0261  -0.029
O  -0.0079  -0.0068  -0.0181
O  -0.0001  -0.0003  0.0396
O  -0.011  0.0262  0.0087
O  -0.0064  -0.0152  0.0539
O  0.0003  0.0047  0.0199
O  -0.0241  0.0382  -0.016
O  -0.0061  -0.0435  -0.0284
O  -0.0085  0.0432  0.0071
O  -0.0729  0.0852  0.0474
O  0.0059  -0.0252  0.0447
O  0.0053  0.0312  0.018
Si  0.0113  -0.0081  0.0053
Si  0.0067  0.0026  0.0205
Si  -0.0077  -0.0062  0.03
Si  0.0087  -0.0141  0.0107
Si  0.0066  -0.0321  -0.0414
Si  -0.005  0.0155  0.0028
Si  -0.0137  0.0079  -0.0508
Si  -0.0328  0.0429  0.0035
Si  0.0159  0.0168  0.0195
Si  0.0022  -0.0096  -0.0008
Si  0.0317  -0.0255  -0.0351
Si  0.0118  0.0027  -0.0025
Si  -0.0039  -0.0099  0.0006
Si  -0.0188  0.0183  -0.0534
Si  0.0138  -0.015  -0.044
Si  0.0011  -0.0038  -0.0033
Si  0.0004  0.0107  -0.0027
Si  0.0278  0.0017  -0.0335
Si  -0.0194  0.0009  0.0106
Si  -0.0138  -0.0073  0.0529
Si  0.0027  0.0059  -0.0316
Si  -0.0094  -0.0119  -0.048
Si  0.0075  0.0034  0.0192
Si  -0.0014  0.0027  0.0154
Si  -0.0086  0.0066  0.0077
Si  0.0028  0.0027  0.0032
Si  -0.0043  -0.0114  0.0118
Si  -0.0112  0.0088  -0.0576
Si  0.0026  -0.0186  -0.0232
Si  -0.019  -0.0092  0.0248
Si  -0.0139  -0.0141  0.0121
Si  -0.0083  -0.011  0.0017
Si  0.0276  -0.0666  0.0158
Si  -0.0163  0.0078  0.0428
Si  -0.01  -0.0123  0.011
Si  -0.0021  0.009  0.0057
Si  -0.0728  0.0616  0.1019
Si  -0.01  0.0215  -0.0081
O  0.001  0.0062  -0.0207
O  -0.0029  -0.0069  0.0206
O  0.0024  -0.0042  -0.001
O  0.0109  0.0039  0.0055
O  -0.0027  -0.0025  -0.0168
O  0.0034  -0.0051  0.0084
O  -0.0009  -0.0049  -0.0044
O  -0.0034  0.0004  0.0034
O  0.0036  0.0019  0.0302
O  0.0021  -0.0013  0.0118
O  -0.0134  0.0207  -0.0762
O  -0.0042  -0.0148  0.0061
O  -0.0028  0.0144  -0.0049
O  0.007  0.0092  -0.0031
O  0.0022  -0.006  0.0389
O  -0.0046  -0.0179  -0.0109
O  0.0577  0.025  -0.0392
O  -0.0012  -0.0054  0.0109
O  0.012  -0.0074  -0.0096
O  0.0038  -0.0094  -0.0073
O  -0.0083  0.0101  0.048
O  -0.0049  0.0037  0.0469
O  -0.0048  -0.003  -0.0013
O  0.007  -0.0044  0.0363
O  -0.0028  -0.01  0.0108
O  0.0013  0.0108  -0.0009
O  -0.0063  -0.0086  -0.0083
O  0.0132  0.0009  -0.0012
O  -0.0124  0.0207  0.0357
O  0.0041  -0.0032  0.0055
O  -0.016  0.0005  0.0015
O  0.0002  0.0038  0.0065
O  -0.0046  0.0039  -0.0061
O  0.0157  -0.007  -0.0205
O  -0.0055  0.0002  -0.0209
O  0.0108  0.0049  -0.0313
O  0.0044  0.0043  0.0072
O  0.0076  0.0031  -0.0127
O  -0.0053  -0.011  -0.0043
O  -0.0748  0.0614  -0.058
O  0.0068  -0.0024  -0.0266
O  -0.0007  0.0014  -0.0144
O  0.0015  -0.0031  0.0409
O  -0.0216  -0.0087  -0.0042
O  -0.0028  0.0006  -0.0103
O  -0.0169  0.0208  0.0309
O  0.0184  0.0113  -0.0035
O  -0.004  -0.009  -0.0076
O  0.0047  0.0111  0.0023
O  0.0031  0.0001  -0.0034
O  0.0013  0.0034  -0.0013
O  0.0035  -0.0052  0.0347
O  0.0102  -0.0117  0.0015
O  -0.0045  -0.0003  -0.0034
O  0.0031  -0.0025  0.0218
O  -0.0025  -0.006  -0.0116
O  0.0058  -0.0004  -0.0057
O  0.0099  -0.0131  0.0051
O  0.0043  0.0081  0.0399
O  -0.0047  0.001  -0.0068
O  -0.0057  0.0028  0.0026
O  -0.0035  -0.0125  0.0319
O  0.0013  -0.01  0.0383
O  -0.0113  0.0132  -0.0016
O  0.0027  -0.0172  0.0098
O  -0.002  0.0032  -0.0145
O  -0.0066  -0.0157  0.0133
O  0.0065  -0.01  -0.0043

The program warned: the cutoff lies below the one the program advises for these potential files; the exchange-correlation potential is rough where the density is thin.
